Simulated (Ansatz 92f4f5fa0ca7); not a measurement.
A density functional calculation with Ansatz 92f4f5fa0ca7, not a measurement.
Periodic cell of 237 atoms, Si134O103, from a study of silicon, its oxide and their interface. The atomic structure is a simulated model.

Settings
functional: r2SCAN
potential files: Ansatz norm-conserving
basis: plane waves
wave-function cutoff: 1300 eV
density cutoff ratio: 4
exchange-correlation grid ratio: 1
k mesh: 2 x 2 x 1, shifted by 0.5 0.5 0.5 of a step
self-consistency stop: 5e-08 eV per atom in the density residual
occupations: Fermi-Dirac, 0.05 eV
spin: none
net charge: 0

Cell vectors (angstrom)
a	11.5403	0	0
b	0	15.3871	0
c	-2.3668	5.6539	22.7639

Atoms and the computed forces on them: element, x, y, z (angstrom), force x, y, z (eV/angstrom)
Si	0.6619	-2.7423	1.0192	-0.2796	-0.0142	-0.2506
Si	0.0549	0.453	-1.3581	-0.3348	0.0265	-0.2774
Si	0.1716	5.582	-0.6328	-0.0058	-0.2594	-0.4253
Si	-0.2071	7.9039	-0.475	0.1913	0.4084	-0.1867
Si	5.7517	-1.023	0.4858	-0.2558	0.3014	0.1525
Si	4.4852	0.837	-0.4897	0.3364	0.141	-1.0641
Si	3.637	5.7636	-0.7138	0.2175	-0.5873	-0.215
Si	3.6743	8.2036	-0.5479	-0.0602	0.804	-0.4757
Si	7.8271	-1.9823	-0.3357	1.1248	0.624	-0.3802
Si	8.0549	2.448	0.0876	0.1003	-0.0639	-0.6972
Si	7.7283	5.0419	-0.9159	0.0923	-0.4878	-0.6339
Si	7.4702	8.6713	-0.5014	0.1624	0.6642	0.1324
Si	2.8956	10.3048	-2.667	-0.2095	0.0746	-0.213
Si	2.3023	1.0172	0.5566	-0.6733	-0.1529	-0.2824
Si	1.9294	4.9745	0.7691	0.0561	0.1167	-0.1292
Si	1.7218	8.6631	0.7254	-0.276	-0.0933	0.0447
Si	4.9565	-3.1791	0.552	-0.5062	-1.0523	-0.0365
Si	5.7678	2.6121	0.4745	-0.1608	-0.0331	0.112
Si	5.6231	4.9466	0.2451	0.1521	0.4363	0.0329
Si	5.5461	8.5614	0.8466	-0.0918	-0.154	0.043
Si	9.6672	-2.7897	1.0486	0.1214	0.0019	0.1767
Si	9.0781	0.3954	0.2147	0.3917	-0.531	-0.097
Si	9.6123	5.1332	0.5396	-0.0377	0.2538	0.183
Si	9.4182	8.5798	0.7951	0.2093	0.1551	0.3402
Si	1.6304	-0.8043	2.0698	0.012	0.0651	0.3243
Si	1.879	2.9257	1.9851	-0.0224	0.0883	0.2428
Si	1.7926	6.7742	2.22	-0.0339	0.1057	0.1735
Si	1.488	10.6377	2.0882	-0.2068	-0.1118	0.1593
Si	5.54	-0.239	2.6652	-0.0476	0.0711	0.2129
Si	5.6185	2.1781	2.7117	-0.1817	-0.1691	0.0352
Si	5.5942	6.5425	2.1085	-0.0554	-0.108	-0.0418
Si	5.5221	10.547	2.176	0.1057	0.2559	-0.0584
Si	9.2978	-0.8581	2.3333	-0.0247	0.3124	-0.1857
Si	9.2744	3.2508	2.0126	-0.0603	-0.2129	0.0108
Si	9.4723	6.7498	2.1982	0.0983	0.1292	-0.1591
Si	9.3458	10.5722	2.1563	0.0499	-0.0337	-0.292
Si	-0.2319	-0.7469	3.5623	-0.1513	0.1227	0.1822
Si	-0.2191	2.9656	3.3054	0.0381	-0.0629	-0.0753
Si	-0.1526	6.7329	3.5345	0.0886	-0.0045	-0.1319
Si	-0.3442	10.5626	3.5463	0.112	-0.0479	0.0437
Si	3.4831	-0.8361	3.7007	-0.0529	-0.0238	-0.0573
Si	3.6053	2.9189	3.6519	0.0512	-0.2624	0.0189
Si	3.7041	6.5856	3.6	-0.0895	0.1112	-0.1203
Si	3.5061	10.5592	3.3695	-0.0922	0.2187	0.0008
Si	7.482	-0.8955	3.7951	-0.0185	0.0482	0.0619
Si	7.5933	2.9147	3.757	0.0127	0.0992	0.1454
Si	7.5073	6.728	3.4538	0.0245	-0.2016	0.0389
Si	7.4562	10.6682	3.5561	-0.0805	-0.0633	0.1608
Si	-0.3093	12.5499	4.8638	0.1703	0.1163	-0.3816
Si	-0.2773	1.172	4.9007	0.0035	-0.1679	-0.2669
Si	-0.1481	4.8213	4.8857	-0.126	-0.0033	-0.1864
Si	-0.2561	8.6473	4.8231	-0.0256	0.0401	0.104
Si	3.5559	12.43	4.801	0.0013	-0.0291	-0.184
Si	3.5129	1.151	5.1772	-0.0885	0.0004	-0.2867
Si	3.6887	4.726	5.159	0.0509	0.0574	0.0442
Si	3.6127	8.6443	4.7133	0.0604	0.0368	0.1245
Si	7.4731	12.5567	5.1049	-0.0066	-0.1299	0.1587
Si	7.5778	0.9457	5.214	0.2798	0.0594	-0.1689
Si	7.4854	4.956	4.9578	-0.0577	-0.1012	-0.0544
Si	7.4818	8.6637	4.8109	0.0146	0.0398	0.082
Si	1.6406	12.4343	6.1581	0.0667	-0.0139	-0.1024
Si	1.5108	1.2028	6.3993	-0.1973	0.3212	0.2722
Si	1.6475	4.7775	6.4565	-0.2052	-0.353	0.2554
Si	1.6972	8.7029	6.0591	-0.0856	-0.0208	-0.241
Si	5.3861	12.449	6.2678	-0.0527	0.0704	-0.0078
Si	5.5578	0.9269	6.4846	-0.0236	0.4765	0.4012
Si	5.7223	4.8777	6.4895	0.1677	-0.2148	0.065
Si	5.5066	8.6363	6.08	-0.2504	0.1356	-0.0792
Si	9.5065	12.5804	6.4895	0.0081	0.1303	-0.0634
Si	9.5342	0.9934	6.508	0.0072	-0.2315	-0.001
Si	9.4382	4.9352	6.2525	0.0546	0.1423	-0.1145
Si	9.4212	8.6403	6.2047	0.2141	0.0535	-0.0383
Si	1.6838	-0.9165	7.2897	0.1109	-0.3245	0.7626
Si	0.8703	2.9553	8.0237	0.3144	-0.0617	0.0036
Si	3.4562	7.4984	8.8199	-0.0405	-0.9023	0.4813
Si	1.6671	10.5029	7.5534	0.0659	0.1223	-0.0102
Si	5.4031	13.5459	10.354	0.1494	-0.1054	0.3594
Si	6.7962	3.2663	8.0448	-0.7082	0.3619	0.4862
Si	5.4839	6.8934	7.661	-0.1104	0.1009	0.0557
Si	7.5362	10.0073	8.6089	-0.1788	0.084	0.0875
Si	10.2336	-0.9185	7.9026	0.1702	-0.1022	0.8101
Si	9.2885	3.0381	7.576	0.6769	0.0079	0.0546
Si	9.4522	6.8315	7.7354	-0.1468	0.0878	0.0551
Si	9.5641	10.5244	7.6437	-0.0903	-0.0479	-0.1826
Si	0.4398	11.2022	11.8372	0.0087	0.1151	0.2216
Si	2.3644	3.3713	10.7875	0.1786	0.0586	0.0738
Si	-0.0929	7.4753	8.8947	0.1384	-0.7791	0.419
Si	-0.1271	9.8313	8.9693	0.1505	0.5772	0.8821
Si	4.8407	-1.0162	7.5504	-0.2753	-0.5647	0.5643
Si	5.3919	3.3381	10.7115	0.113	-0.146	0.23
Si	1.6635	6.8772	7.4596	-0.0346	0.2021	-0.0166
Si	3.573	9.8613	8.7624	0.0312	0.8115	0.7172
Si	6.4655	16.0181	11.5252	-0.005	0.1234	0.2708
Si	6.1312	4.1852	13.6679	0.2578	0.0328	0.1757
Si	7.4352	7.6125	8.7554	0.1199	-0.3294	0.5886
Si	5.4939	10.469	7.518	0.1205	0.0257	-0.0121
Si	2.3613	6.6128	14.1025	0.2068	0.0355	0.2208
Si	1.6957	6.3799	11.1313	0.0567	0.1441	0.2501
Si	6.7522	8.0746	11.6469	-0.0437	0.0245	0.2786
Si	8.6946	11.2203	15.2891	-0.1372	-0.0693	0.1446
Si	5.1117	5.6778	18.2651	0.1555	0.2814	-0.0842
Si	-1.0055	0.6695	13.3181	-0.1147	-0.0455	0.1904
Si	7.7044	17.2346	14.0907	-0.0626	0.1937	0.1053
Si	10.7651	13.8041	18.3203	-0.3144	0.0817	-0.1654
Si	5.3222	13.2184	20.2561	0.0782	-0.6535	-0.6969
Si	-2.3607	12.3048	12.4529	-0.1921	-0.1032	0.2604
Si	4.517	14.2798	17.5765	0.2693	-0.0901	-0.2558
Si	1.7867	2.0317	13.5682	-0.086	-0.199	0.2051
Si	7.1476	10.8495	10.7122	0.01	-0.123	0.2091
Si	3.2231	11.8789	11.1159	0.1282	0.1162	0.1149
Si	2.0106	3.7956	15.0267	0.0637	0.6661	0.5538
Si	9.6245	7.3604	16.3984	-0.214	-0.0835	-0.0691
Si	7.0213	15.5977	16.5506	0.1352	0.1289	-0.2505
Si	8.2049	1.4104	18.9942	0.1346	-0.1365	-0.1982
Si	7.8413	8.3168	14.3108	0.0239	-0.1298	0.2184
Si	4.6216	3.6715	16.1808	0.0602	-0.049	-0.1181
Si	6.3268	12.7894	15.8206	0.1861	-0.235	-0.1331
Si	0.3172	14.0012	15.3087	-0.5442	-0.1207	-0.1004
Si	-3.5172	6.5011	18.7242	-0.1471	0.0816	-0.5546
Si	2.5096	14.8029	15.2348	0.5254	0.1158	-0.1556
Si	9.146	14.9324	10.9015	-0.2299	0.0521	0.1616
Si	5.3274	7.1515	13.896	0.0447	0.1213	0.361
Si	3.9891	12.3017	14.0419	0.1722	-0.1817	0.1984
Si	-3.2017	14.0687	20.0652	0.255	0.0938	-0.197
Si	-0.3249	11.0731	19.6277	-0.245	-0.2993	-0.2901
Si	1.3613	11.1036	14.665	0.143	-0.1322	0.2075
Si	-0.127	17.8887	22.1955	-0.6318	-0.1613	-0.0728
Si	0.666	5.9828	16.4555	-0.3444	0.0048	-0.0695
Si	2.2865	6.0027	19.1428	0.3024	0.0014	-0.5321
Si	-0.4761	10.062	16.7552	-0.1002	-0.0912	-0.3307
Si	4.5478	17.2523	21.2948	-0.7352	-0.4634	-1.0832
Si	-1.8858	4.0708	19.28	-0.1618	0.0533	-0.6173
Si	5.4315	2.7932	18.8146	0.0467	0.0289	-0.4821
Si	0.9511	18.8576	19.66	-0.0102	0.0611	-0.6091
O	0.974	17.5096	23.3525	0.6885	0.4834	-0.4211
O	1.4299	1.1556	-0.8851	0.3892	-0.2281	0.4019
O	10.7075	0.5024	-0.0106	-0.0351	-0.0365	-0.1714
O	5.8701	1.91	7.8233	0.1964	-0.071	-0.6228
O	0.3303	-1.0278	8.2929	-0.4211	0.0647	-0.7308
O	3.2156	-0.9146	7.98	0.3594	0.0985	-0.4272
O	1.6156	2.7514	9.4824	-0.2092	0.1447	-0.2241
O	2.5592	0.8268	14.3858	-0.1743	-0.0072	-0.0834
O	5.7528	14.2217	8.927	-0.3449	0.108	-0.1748
O	5.7063	14.5958	11.5503	-0.0008	-0.1234	-0.3951
O	6.4402	3.8159	9.5687	0.094	-0.1367	-0.3261
O	3.8797	3.6949	10.2948	-0.1825	-0.092	0.0811
O	1.6562	12.1723	11.3722	0.0662	-0.3204	-0.1058
O	9.5769	-0.9281	9.4241	0.1693	0.0177	-0.466
O	10.7969	3.1056	8.4041	-0.0704	-0.0033	-0.2369
O	1.9118	10.9262	-1.5062	0.4556	0.1736	-0.0561
O	2.2422	4.3638	19.2603	-0.1839	0.0609	0.3184
O	-3.0977	6.9258	20.2319	0.2585	-0.2088	0.2444
O	0.2715	-1.0681	-1.9434	0.1231	0.2785	0.1325
O	0.645	5.2934	-2.2542	0.1963	0.289	0.4625
O	3.0463	3.3542	16.2136	-0.0247	0.1239	-0.2915
O	3.8041	9.16	-1.9423	-0.0388	-0.1882	0.3753
O	5.3694	-3.8055	-0.9309	0.3366	-0.0516	0.3354
O	0.9529	10.7062	20.5662	-0.1811	0.5019	0.4157
O	4.2834	0.9883	-2.1734	-0.0451	-0.265	0.8869
O	4.2794	13.8579	19.1326	0.2818	-0.0438	0.1968
O	4.354	17.3436	19.6664	0.2214	-0.0584	0.3275
O	8.5976	-0.6466	-1.0091	-0.1987	-0.3893	0.5473
O	8.162	3.4439	-1.3095	-0.252	0.0532	1.0147
O	7.5484	5.9208	-2.3163	0.2338	0.363	0.442
O	6.8559	13.4809	19.7181	-0.3587	0.137	0.2961
O	6.8858	2.283	19.2466	-0.108	0.0252	0.0851
O	-2.8964	13.6953	11.8317	0.1282	0.1317	-0.156
O	0.0273	10.2314	10.6086	-0.0088	-0.249	-0.6584
O	5.7235	4.066	12.1172	-0.0847	-0.1046	-0.1462
O	1.6561	4.7575	11.2271	0.0687	0.0638	-0.1146
O	0.3117	6.8556	10.4084	0.0697	0.314	-0.4478
O	6.2843	12.212	10.6043	-0.0919	0.0515	-0.0397
O	5.5032	17.1157	10.853	0.0648	0.1347	0.0155
O	3.1951	14.7881	16.7508	0.1558	-0.1036	-0.1508
O	5.418	7.4168	12.2956	0.1791	-0.0455	0.0429
O	3.4579	10.5075	10.3008	0.0053	-0.1922	-0.3668
O	10.3167	15.6736	11.7493	-0.1756	-0.125	0.0734
O	9.2444	16.805	13.9408	0.0649	-0.1557	-0.2201
O	3.0304	6.8587	10.3144	-0.0935	0.2333	-0.2305
O	3.7942	6.4818	18.7428	-0.162	-0.3059	0.1284
O	2.3938	2.3696	12.0856	0.0227	0.0556	-0.279
O	7.8732	15.9311	10.7135	0.0402	-0.1283	0.0723
O	10.5985	6.0985	16.5517	0.1728	0.2525	0.0538
O	-0.0075	12.549	18.9988	-0.1278	-0.1218	0.2232
O	7.9824	8.0404	12.7201	-0.3889	0.0819	-0.0245
O	2.9772	11.2716	14.8122	-0.1502	0.2651	-0.284
O	6.4291	6.5888	18.4604	0.0585	-0.2403	0.1461
O	1.3213	6.9645	15.3065	0.1529	-0.3944	-0.0194
O	8.4207	11.088	11.7019	-0.14	0.1818	-0.1106
O	6.2979	9.6148	11.3665	0.2363	-0.0037	-0.1793
O	0.9397	10.2837	15.9965	-0.2377	0.2012	-0.1193
O	6.0795	5.7249	14.1338	-0.198	-0.0501	-0.205
O	11.0636	13.8979	16.7309	0.0454	-0.073	0.1739
O	0.2229	1.6967	13.3548	0.1713	-0.0773	0.0326
O	3.8359	13.1515	10.3281	0.0966	-0.2221	0.0196
O	7.4243	11.6667	16.1888	0.0479	0.2128	-0.1833
O	2.6873	5.0166	14.1545	-0.2667	-0.0719	0.0382
O	-0.3121	4.1715	18.8603	0.1173	-0.1852	0.4835
O	1.3139	6.4071	17.8966	0.1003	-0.2393	0.0588
O	5.2759	4.3595	19.1893	0.0397	-0.2364	-0.1219
O	8.2154	15.9673	17.5923	-0.228	0.1051	0.2564
O	-2.8548	7.5567	17.6994	0.1477	-0.256	0.0514
O	4.9501	5.1943	16.7048	-0.1078	-0.322	0.2884
O	9.9829	11.1821	16.2669	0.1348	-0.1909	0.0225
O	7.2743	7.2309	10.3765	-0.1013	0.3882	-0.4542
O	7.1455	14.2088	15.697	-0.2765	0.0245	0.2944
O	5.1511	12.919	16.924	-0.0768	0.4467	0.0597
O	1.7507	6.9886	12.6503	0.0984	-0.2261	-0.2948
O	6.2533	8.2298	14.7066	0.1647	-0.2136	-0.404
O	-2.6405	12.2536	14.0539	0.0596	-0.1322	-0.188
O	4.0183	11.8042	12.5157	-0.1845	0.1012	-0.1121
O	-0.67	14.7755	14.2575	0.2	0.0764	-0.0935
O	7.0943	16.8357	15.5237	0.052	-0.2105	0.0274
O	-2.9125	5.0001	18.4002	0.1853	0.0113	0.4775
O	7.5869	18.8536	13.8797	-0.3797	-0.1994	-0.0381
O	0.9112	10.4333	13.2261	-0.0357	0.2802	-0.1611
O	8.4187	9.7612	14.6832	0.008	0.0351	-0.0376
O	-0.3584	10.0499	18.3652	-0.0262	0.2875	0.1693
O	0.5761	12.5193	14.7	0.1061	0.0583	0.104
O	-2.3328	13.5878	18.7533	0.1345	0.1612	0.168
O	8.7007	7.1812	15.0847	-0.024	0.3232	0.0768
O	5.1164	3.3968	14.6666	0.0102	0.2157	0.016
O	3.3975	13.7946	14.2853	-0.1099	0.0809	0.1647
O	7.6718	10.2213	-1.0984	-0.2447	0.2793	0.1655
O	3.5684	11.6162	-3.4077	-0.1326	-0.0151	0.4339
O	0.5922	19.0145	21.2465	0.0217	-0.0921	0.0405
O	3.7983	7.3301	14.3795	-0.0898	-0.2345	-0.2558
O	-0.7881	12.1933	12.1616	0.0408	-0.1805	-0.0701
O	5.5559	12.2856	14.4822	-0.271	0.1638	0.0132
O	5.2873	2.6333	17.2156	-0.0353	0.3087	0.3497
O	5.6568	15.4419	17.4243	-0.1778	-0.2552	0.0876
O	9.3936	2.493	19.0551	-0.0632	0.1237	0.2163
O	2.0523	9.5688	-3.8255	0.163	-0.0587	0.2059
O	10.5663	8.6366	16.2381	0.0093	0.1486	0.1501
O	6.7626	16.4506	13.0458	0.0762	-0.0084	-0.2996
O	0.7982	4.447	15.9176	0.4817	0.0128	-0.1783
O	-3.2036	15.7041	20.169	-0.0921	-0.1725	-0.1558

Results
free energy: -63577.226 eV
free energy less fixed offsets of O -463.61, Si -117.95 eV per atom: -20.096 eV
pressure: -1.22 GPa
stress xx, yy, zz, yz, xz, xy (GPa, positive in tension): 1.27, 0.37, 2.02, 0.04, 0.2, -0.64

The program warned: the forces do not sum to zero within the program's tolerance.
